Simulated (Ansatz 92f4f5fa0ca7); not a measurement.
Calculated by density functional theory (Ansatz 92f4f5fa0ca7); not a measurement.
Periodic cell of 406 atoms, Si266O140, from a study of silicon, its oxide and their interface. The atomic structure is a simulated model.
Doubt: the cutoff is far below the 930 eV that the study's wrapper takes by default for these files, so forces and energies are approximate.
This geometry differs little from another in the collection (a relaxation step or a small displacement).

Settings
functional: PBE
potential files: Ansatz PAW
basis: plane waves
wave-function cutoff: 580 eV
density cutoff ratio: 5
exchange-correlation grid ratio: 1
k mesh: 1 x 1 x 1, Gamma-centred
self-consistency stop: 5e-08 eV per atom in the density residual
occupations: fixed
spin: none
net charge: 0

Cell vectors (angstrom)
a	15.4687	0	0
b	0	12.8259	0
c	0	0	35.8091

Atoms and the computed forces on them: element, x, y, z (angstrom), force x, y, z (eV/angstrom)
Si	0.012	1.158	33.141	0	0.001	-0.003
Si	3.837	1.158	33.16	0	0.001	-0.005
Si	7.731	1.157	33.144	0	0.001	-0.003
Si	11.599	1.157	33.148	0	0	-0.004
Si	1.923	7.565	33.139	0	0	-0.007
Si	5.775	7.569	33.128	0.002	-0.001	-0.007
Si	9.651	7.569	33.148	0.001	-0.001	-0.006
Si	13.527	7.569	33.12	-0.001	-0.002	-0.007
Si	1.934	5.247	33.542	0.048	-0.215	-0.158
Si	5.801	5.247	33.542	-0.046	-0.063	-0.08
Si	9.668	5.247	33.542	-0.028	-0.199	-0.032
Si	13.535	5.247	33.542	0.056	-0.103	-0.021
Si	0	11.66	33.542	0.039	-0.159	0.036
Si	3.867	11.66	33.542	-0.025	-0.188	-0.005
Si	7.734	11.66	33.542	0.036	-0.129	0.045
Si	11.602	11.66	33.542	-0.006	-0.193	-0.034
Si	0	4.664	34.779	-0.006	-0.042	-0.042
Si	3.867	4.664	34.779	-0.007	-0.039	-0.042
Si	7.734	4.664	34.779	0.005	-0.043	-0.038
Si	11.602	4.664	34.779	0.004	-0.025	-0.044
Si	1.934	11.077	34.779	-0.008	-0.006	-0.011
Si	5.801	11.077	34.779	0.001	-0.032	-0.028
Si	9.668	11.077	34.779	-0.021	0.015	-0.019
Si	13.535	11.077	34.779	-0.002	-0.014	-0.028
Si	0	2.332	35.191	0.057	0.013	0.087
Si	3.867	2.332	35.191	-0.126	0.043	0.215
Si	7.734	2.332	35.191	0.042	0.012	0.093
Si	11.602	2.332	35.191	-0.03	0.013	0.118
Si	1.934	8.745	35.191	-0.023	-0.014	0.033
Si	5.801	8.745	35.191	-0.066	-0.026	-0.036
Si	9.668	8.745	35.191	-0.027	-0.009	0.099
Si	13.535	8.745	35.191	-0.004	-0.039	-0.071
Si	1.934	1.749	0.619	0.016	0.026	0.035
Si	5.801	1.749	0.619	0.014	-0.038	-0.027
Si	9.668	1.749	0.619	0.008	0.005	0.001
Si	13.535	1.749	0.619	-0.012	-0.029	-0.026
Si	0	8.162	0.619	0.013	0.002	-0.022
Si	3.867	8.162	0.619	0.03	0.02	-0.015
Si	7.734	8.162	0.619	0.005	0.005	-0.02
Si	11.602	8.162	0.619	-0.002	0.006	-0.024
Si	0	5.83	1.031	0.012	0.026	0.034
Si	3.867	5.83	1.031	0.007	0.006	0.018
Si	7.734	5.83	1.031	-0.001	0.04	0.04
Si	11.602	5.83	1.031	-0.004	0.005	0.012
Si	1.934	12.243	1.031	0.011	-0.019	0.004
Si	5.801	12.243	1.031	0	0.01	0.024
Si	9.668	12.243	1.031	0.022	-0.029	-0.005
Si	13.535	12.243	1.031	-0.004	-0.003	0.014
Si	1.934	5.247	2.268	0.02	0.058	0.098
Si	5.801	5.247	2.268	-0.065	0.04	0.078
Si	9.668	5.247	2.268	0.04	0.02	-0.006
Si	13.535	5.247	2.268	-0.008	0.029	0.046
Si	0	11.66	2.268	0.004	-0.021	-0.105
Si	3.867	11.66	2.268	-0.036	-0.015	-0.133
Si	7.734	11.66	2.268	0.023	0.002	0.005
Si	11.602	11.66	2.268	-0.063	-0.038	-0.21
Si	1.934	2.915	2.68	-0.012	0.044	0.073
Si	5.801	2.915	2.68	-0.019	0.086	0.073
Si	9.668	2.915	2.68	-0.002	0.046	0.051
Si	13.535	2.915	2.68	0.016	0.078	0.071
Si	0	9.328	2.68	-0.014	-0.02	0.004
Si	3.867	9.328	2.68	-0.023	-0.047	-0.007
Si	7.734	9.328	2.68	-0.01	-0.021	-0.003
Si	11.602	9.328	2.68	0.001	-0.003	0.015
Si	-0.299	-0.077	26.639	0.004	0.007	-0.002
Si	4.21	-0.083	26.586	-0.004	0.004	-0.003
Si	7.33	-0.023	26.893	0	0.003	0.002
Si	12.031	-0.257	26.662	-0.001	0.008	0
Si	2.256	6.108	26.45	0.007	0.003	-0.047
Si	5.505	6.465	26.588	0.001	0.012	-0.035
Si	9.848	5.993	26.605	-0.009	0.007	-0.003
Si	13.07	6.249	26.678	0	0.006	-0.005
Si	1.957	3.784	26.841	-0.004	-0.011	-0.005
Si	5.932	4.072	26.739	-0.005	-0.009	-0.009
Si	9.754	3.692	27.028	0.003	-0.011	-0.009
Si	13.537	3.91	26.87	-0.003	-0.012	-0.008
Si	0.028	10.437	26.936	-0.003	-0.009	-0.008
Si	3.908	10.408	27	0.007	-0.004	-0.001
Si	7.757	10.51	26.977	0.002	-0.01	-0.012
Si	11.693	10.221	26.933	0	-0.008	-0.004
Si	0.01	3.421	28.139	0.002	0.003	-0.001
Si	3.97	3.433	28.069	0.002	0.015	-0.004
Si	7.726	3.419	28.178	0.002	0.002	0.003
Si	11.696	3.299	28.263	0	0.004	-0.009
Si	1.943	9.84	28.165	0.002	0.008	0.001
Si	5.843	9.839	28.229	-0.005	0.01	-0.004
Si	9.688	9.794	28.13	-0.001	0.004	0.002
Si	13.598	9.75	28.225	0.002	0.004	-0.002
Si	-0.034	1.12	28.653	0	-0.002	-0.004
Si	3.899	1.121	28.615	-0.001	-0.008	-0.001
Si	7.633	1.167	28.842	-0.001	0	-0.004
Si	11.656	0.975	28.68	0.001	-0.006	-0.008
Si	1.865	7.469	28.457	0.004	0.002	0.01
Si	5.777	7.531	28.677	0.009	0.003	0.001
Si	9.572	7.44	28.528	0	-0.004	-0.009
Si	13.487	7.436	28.687	0	0	-0.009
Si	1.937	0.538	29.81	0	-0.004	-0.005
Si	5.723	0.537	29.996	0	-0.003	-0.007
Si	9.659	0.489	29.859	0.001	-0.007	-0.002
Si	13.561	0.487	29.942	-0.001	-0.007	-0.005
Si	0.001	6.912	29.817	0	-0.008	0.004
Si	3.788	6.945	29.8	-0.011	0.012	-0.002
Si	7.707	6.943	29.869	0.001	-0.008	0.001
Si	11.509	6.922	29.85	-0.003	-0.001	0.001
Si	0.018	4.596	30.218	0	0.002	-0.007
Si	3.876	4.613	30.169	0	-0.019	-0.002
Si	7.736	4.62	30.236	0	0.002	-0.008
Si	11.607	4.589	30.261	-0.001	-0.002	0
Si	1.933	11.024	30.232	0	0	-0.003
Si	5.809	11.028	30.284	-0.002	-0.001	0.001
Si	9.667	10.976	30.22	0	0.004	-0.006
Si	13.562	10.98	30.268	0.001	0.003	-0.001
Si	1.956	4.043	31.456	0.001	0.006	-0.007
Si	5.789	4.066	31.47	0	0.004	-0.008
Si	9.664	4.03	31.485	-0.001	0.003	-0.006
Si	13.554	4.05	31.486	0.001	0.004	-0.005
Si	0.021	10.445	31.501	0	0	-0.006
Si	3.859	10.449	31.487	0.002	0.002	-0.008
Si	7.744	10.453	31.499	0	0	-0.004
Si	11.6	10.447	31.484	0	0.001	-0.006
Si	1.933	1.715	31.878	0.002	-0.003	-0.003
Si	5.766	1.754	31.982	-0.002	-0.002	-0.002
Si	9.67	1.698	31.901	0.001	-0.001	-0.004
Si	13.54	1.723	31.941	-0.001	-0.001	-0.002
Si	0.006	8.111	31.878	0.003	0.001	-0.004
Si	3.832	8.114	31.876	-0.002	-0.002	-0.002
Si	7.72	8.13	31.913	-0.003	0.002	-0.003
Si	11.568	8.115	31.9	-0.001	-0.002	-0.003
Si	0	2.332	3.917	-0.033	0.191	0.177
Si	3.867	2.332	3.917	0.046	0.275	0.236
Si	7.734	2.332	3.917	0.093	0.143	0.229
Si	11.602	2.332	3.917	-0.066	0.251	0.24
Si	1.934	8.745	3.917	0.089	0.087	-0.243
Si	5.801	8.745	3.917	0.034	0.101	0.018
Si	9.668	8.745	3.917	-0.02	0.105	-0.109
Si	13.535	8.745	3.917	-0.009	0.074	-0.127
Si	1.938	6.419	4.346	-0.002	0.002	0
Si	5.793	6.418	4.343	-0.001	0	0.002
Si	9.678	6.42	4.329	0.002	0.001	0.001
Si	13.533	6.419	4.337	0.002	0.003	0.002
Si	-0.011	12.838	4.31	-0.001	0.002	0.001
Si	3.862	12.838	4.306	0	-0.001	0.001
Si	7.733	12.838	4.327	0.002	0.002	0.001
Si	11.581	12.839	4.294	0.001	0.001	0
Si	-0.002	5.854	5.577	-0.001	0	-0.002
Si	3.862	5.882	5.624	0.005	0	0.001
Si	7.746	5.84	5.55	-0.001	0.001	-0.007
Si	11.602	5.856	5.59	-0.003	-0.003	0.002
Si	1.928	12.313	5.546	0.001	-0.003	0.001
Si	5.784	12.282	5.543	-0.002	0.001	-0.002
Si	9.678	12.29	5.564	-0.002	0	0.002
Si	13.501	12.281	5.507	0	0	0
Si	-0.01	3.538	6	0.001	-0.002	0.004
Si	3.887	3.543	6.017	0	-0.004	0.005
Si	7.772	3.522	6.014	0.001	-0.002	0.007
Si	11.592	3.527	6.028	0	-0.002	0.004
Si	1.958	9.97	5.92	0	-0.002	0.001
Si	5.814	9.944	5.971	-0.002	-0.005	0.003
Si	9.66	9.959	5.947	0	-0.003	0
Si	13.524	9.953	5.945	0	-0.001	0.003
Si	1.929	3.054	7.275	-0.002	0.001	0.005
Si	5.846	3.011	7.283	0	0.011	0.003
Si	9.681	2.972	7.354	0.001	0.003	0
Si	13.529	3.002	7.29	0.002	0.009	0.006
Si	0.031	9.351	7.088	-0.001	-0.001	0.001
Si	3.861	9.396	7.184	0	-0.002	0
Si	7.757	9.351	7.198	0	0.005	0
Si	11.584	9.365	7.158	0.001	-0.002	0.004
Si	-0.025	7.076	7.613	0.001	0.003	-0.002
Si	3.847	7.081	7.705	-0.001	0.007	-0.003
Si	7.768	7.032	7.579	0.003	-0.005	-0.011
Si	11.582	7.042	7.652	0.003	0.009	-0.004
Si	1.887	13.523	7.588	-0.001	0.009	-0.002
Si	5.769	13.489	7.572	-0.005	-0.001	0.002
Si	9.702	13.457	7.635	0	0.002	-0.002
Si	13.472	13.473	7.53	-0.002	0	-0.001
Si	1.851	6.667	8.973	0.001	0.002	0.007
Si	5.865	6.564	8.866	-0.005	0.005	0.019
Si	9.658	6.386	8.869	-0.005	0.009	0.017
Si	13.524	6.544	8.892	-0.001	0.001	0.004
Si	-0.074	12.794	8.664	0	-0.003	-0.002
Si	3.808	13.021	8.832	0	-0.005	-0.007
Si	7.729	12.774	8.698	0.003	-0.003	-0.001
Si	11.636	12.948	8.908	0.003	0.005	0.009
Si	1.916	4.335	9.343	0.003	-0.006	-0.006
Si	5.959	4.258	9.363	0.001	-0.017	-0.002
Si	9.704	4.113	9.526	-0.008	-0.008	-0.002
Si	13.534	4.255	9.376	0.004	-0.012	-0.007
Si	0.112	10.495	9.114	0.001	-0.004	-0.002
Si	3.907	10.681	9.168	0.004	-0.002	0.001
Si	7.791	10.485	9.276	-0.002	-0.012	0.004
Si	11.683	10.549	9.185	-0.003	-0.004	0.005
Si	0.013	3.523	10.505	-0.002	0.004	-0.005
Si	3.927	3.971	10.496	-0.011	0.017	0.002
Si	7.778	3.417	10.804	0.003	0.009	0.011
Si	11.683	3.846	10.838	0.01	0.014	0.015
Si	2.03	10.288	10.494	-0.002	0.006	0.002
Si	5.752	10.06	10.474	0.002	-0.002	-0.006
Si	9.823	9.889	10.438	0	0.003	0.002
Si	13.668	9.92	10.307	-0.005	0.001	-0.006
Si	-0.322	1.235	10.584	-0.002	0.003	-0.002
Si	4.115	1.655	10.721	0.015	-0.005	0.019
Si	7.315	1.113	10.661	0.002	-0.014	0.017
Si	12.027	1.427	10.948	-0.005	-0.013	-0.012
Si	2.18	8.017	10.991	-0.003	-0.005	-0.012
Si	6.209	7.732	10.923	0.086	0.009	0.011
Si	9.418	7.604	10.871	-0.088	0.023	0.012
Si	13.613	7.614	11.031	-0.002	0.003	-0.011
O	13.63	13.991	11.28	-0.002	0	0.002
O	4.214	14.563	14.801	-0.004	0.001	-0.005
O	3.305	0.523	25.342	0.005	-0.002	-0.001
O	13.583	0.031	26.17	-0.003	-0.002	-0.003
O	0.828	0.783	11.669	0.003	0.005	0
O	7.492	10.668	13.213	-0.007	0.003	-0.002
O	15.541	9.762	25.41	0	0.002	0.004
O	-4.402	0.837	20.982	0.001	0	-0.003
O	7.598	0.116	11.961	0.002	0.012	-0.014
O	5.703	14.139	10.842	-0.01	0.002	-0.003
O	9.89	10.65	11.912	0.004	-0.003	-0.008
O	11.402	16.479	18.635	0.001	0	-0.003
O	19.459	4.8	11.975	0.008	0.001	-0.008
O	7.825	7.847	11.112	-0.009	-0.039	-0.027
O	10.62	-4.202	16.307	0.001	-0.003	-0.003
O	2.7	4.317	18.202	0.001	-0.001	-0.004
O	3.642	20.22	11.434	-0.001	0.002	0.008
O	-2.708	11.523	13.857	0.001	-0.001	-0.004
O	1.958	11.216	11.891	0.004	-0.006	-0.006
O	14.43	9.513	13.253	0.001	-0.006	-0.003
O	7.598	3.691	12.476	0.001	-0.004	-0.017
O	11.107	13.51	12.089	0.005	0.004	-0.006
O	7.375	5.601	17.387	0.001	-0.001	-0.005
O	-0.06	16.462	12.181	-0.002	0	-0.001
O	17.321	6.528	24.896	0	-0.008	0.021
O	3.947	6.547	14.048	0.002	-0.002	-0.009
O	5.816	0.146	26.217	0	0	-0.007
O	0.437	-0.042	21.371	0.001	0	-0.003
O	8.995	9.999	19.373	0.001	-0.002	0
O	1.957	2.839	25.456	0.002	0.011	0.004
O	1.338	8.573	20.436	-0.001	0	-0.002
O	3.877	9.417	25.663	-0.005	0.002	-0.001
O	11.723	9.213	25.593	-0.003	0.005	0.002
O	9.882	2.802	25.598	0	0.005	0.003
O	5.959	3.274	25.269	0.001	0.006	0.006
O	-0.751	-6.107	11.907	0.005	-0.007	-0.003
O	1.742	-6.119	22.269	0.002	0	-0.003
O	3.883	6.283	26.437	-0.001	-0.004	0.01
O	-0.745	7.176	21.517	0	0	-0.003
O	13.497	2.984	25.465	0.001	0.005	0.005
Si	3.842	6.85	15.641	0.001	0	0.005
Si	11.594	5.828	23.038	0.002	0	0.002
Si	12.25	-0.554	15.195	-0.001	0	0.004
Si	12.574	7.783	18.577	-0.001	0.002	0.001
Si	-5.351	10.131	15.936	-0.001	0.002	0
Si	9.767	3.506	18.854	0	0	0
Si	13.378	13.093	17.739	0	-0.001	0
Si	1.478	14	21.657	0	-0.001	0.001
Si	8.581	-1.546	18.431	0	0	0
Si	9.104	10.851	13.307	-0.002	-0.004	-0.001
Si	-0.254	16.518	16.459	0	0	0.004
Si	20.312	8.637	24.606	0.001	-0.005	0.002
Si	-12.486	-11.191	13.721	0.002	-0.001	0.011
Si	12.618	21.049	24.64	0.001	-0.004	-0.002
Si	8.08	15.773	13.868	0.002	-0.001	0.004
Si	2.764	6.617	23.526	0.001	-0.001	0.002
Si	15.043	9.774	23.864	0.002	0.002	-0.001
Si	3.369	0.861	19.23	0.001	-0.002	0
Si	-1.423	23.903	12.999	-0.005	0.003	0.002
Si	9.744	-11.597	25.158	0	-0.001	-0.002
Si	21.154	13.839	14.99	0	0	0.005
Si	-5.905	0.8	20.313	0	-0.002	-0.001
Si	8.84	5.971	17.961	0	0.001	0.002
Si	-3.023	14.095	21.745	0	-0.001	0.001
Si	-9.937	-0.792	17.668	0.001	-0.001	0.002
Si	3.563	-3.151	16.986	0	0.001	0.003
Si	13.087	16.098	23.908	0.002	-0.001	0
Si	1.232	12.43	12.719	-0.002	0	0.003
Si	-12.895	8.037	19.51	0.001	0	0
Si	12.182	3.011	17.329	0	-0.001	0.003
Si	14.148	-2.274	19.024	-0.001	-0.001	0.002
Si	5.392	7.261	20.473	0	-0.003	0
Si	11.352	6.393	12.787	-0.01	-0.001	-0.002
Si	-0.786	16.036	21.401	0	0	0.001
Si	10.365	0.785	13.53	0.002	-0.006	0.008
Si	0.383	6.889	13.086	-0.003	-0.002	0.002
Si	14.525	34.518	14.747	-0.003	0.003	0.004
Si	6.579	16.07	23.745	-0.001	-0.002	0
Si	4.327	6.324	12.489	0.01	-0.003	-0.003
Si	11.815	-5.162	15.712	-0.001	0	0.001
Si	29.257	6.045	20.808	0	0	0
Si	8.032	-12.298	22.946	-0.003	-0.001	-0.002
Si	-14.772	-1.943	16.688	0.002	0	0.004
Si	9.583	8.475	19.484	0.001	0.001	0.001
Si	-7.578	8.16	21.946	0.001	-0.001	0.001
Si	-5.716	16.861	16.158	0.001	-0.001	0.004
Si	6.549	11.897	12.699	0.011	-0.001	0.008
Si	20.013	4.741	21.972	-0.001	0.001	0.001
Si	-6.816	5.72	23.687	0.001	0	0.002
Si	0.745	3.95	13.561	-0.001	0.001	0.004
Si	16.188	0.91	17.39	-0.001	-0.002	0.002
Si	1.948	14.136	24.857	0.001	-0.001	0
Si	-0.838	-0.959	21.78	0	-0.001	0.001
Si	0.708	7.856	21.771	-0.001	0	0.001
Si	7.271	-2.461	23.868	0.002	0	0
Si	-13.602	-7.256	17.588	0	0	0.002
Si	-9.619	-6.982	17.821	-0.001	0	0.001
Si	3.94	3.836	19.132	0.002	-0.001	0
O	11.281	3.429	15.994	-0.001	0	-0.004
O	19.085	-7.569	23.215	0	-0.002	-0.003
O	9.175	-4.878	20.968	0.001	-0.001	-0.004
O	11.655	-5.503	23.684	0.001	0.001	-0.003
O	5.482	24.019	11.693	-0.006	-0.004	-0.005
O	0.689	12.481	16.344	0	0.001	-0.003
O	-6.477	10.784	16.919	0	0	-0.004
O	9.406	-0.246	19.043	0.002	0.002	-0.002
O	7.37	11.95	23.478	-0.001	-0.001	-0.002
O	-0.845	4.648	20.631	0	-0.001	-0.004
O	21.347	6.762	12.243	0.008	0.007	-0.016
O	11.443	6.34	26.372	0.004	0	-0.004
O	1.902	14.147	23.229	0	0	-0.003
O	5.306	4.513	18.574	-0.001	-0.002	-0.001
O	-6.36	-9.694	17.383	0	0	-0.004
O	14.807	13.678	18.275	0.001	0	-0.003
O	3.665	4.171	20.713	0	0	-0.003
O	11.075	13.209	25.503	0.002	-0.002	-0.002
O	-5.442	-7.385	22.847	-0.001	-0.001	-0.006
O	15.326	11.956	13.436	0.004	0.002	0.001
O	15.29	7.439	14.526	0.001	-0.001	-0.004
O	2.046	13.563	18.294	0.001	0	-0.003
O	25.319	5.591	16.715	0.002	-0.001	-0.004
O	9.483	13.778	23.58	0.007	0.003	-0.002
O	19.615	2.25	18.944	0.001	0.001	-0.003
O	11.489	6.635	14.433	0.003	0	-0.002
O	16.098	0.526	25.419	-0.006	-0.003	-0.001
O	-1.043	-2.128	20.636	0.001	0	0
O	2.124	13.078	13.925	0	0.001	-0.003
O	6.977	-1.179	18.359	-0.001	0	-0.003
O	0.383	4.992	17.231	-0.002	-0.002	-0.004
O	8.862	7.532	18.364	0	-0.001	-0.003
O	13.65	7.223	25.463	0.001	-0.003	-0.001
O	-3.25	14.239	17.751	0	-0.001	-0.002
O	-1.013	3.448	23.017	-0.001	-0.001	-0.004
O	3.825	7.711	20.515	-0.002	0.002	-0.002
O	5.736	9.771	23.83	-0.001	0.001	-0.006
O	-2.134	6.595	19.367	0.001	-0.002	-0.002
O	1.203	18.34	13.372	-0.001	0.002	-0.001
O	18.302	13.685	20.784	-0.001	0	-0.002
O	-2.03	2.26	20.866	0	0	-0.003
O	0.633	8.933	22.974	0	-0.001	-0.004
O	7.866	-2.748	25.365	0.001	0.003	0.005
O	3.833	7.864	23.583	0	0	-0.007
O	5.751	19.905	18.885	0	0	-0.005
O	9.207	30.654	19.254	0	0	-0.001
O	2.042	2.978	13.811	-0.001	0	-0.002
O	-19.745	-4.531	19.299	0.001	-0.001	-0.003
O	-3.091	7.036	17.118	0.001	-0.001	-0.005
O	7.017	14.562	23.334	-0.002	0.001	-0.004
O	-3.057	5.787	21.64	0	-0.001	-0.004
O	-7.321	9.536	22.776	0	0.001	-0.004
O	3.876	8.456	15.94	0.001	-0.002	-0.005
O	-0.194	9.913	15.726	-0.002	-0.003	-0.006
O	-10.396	6.15	16.434	-0.002	0	-0.005
O	2.243	10.457	16.473	-0.001	0	-0.004
O	-0.484	11.27	23.251	0.001	-0.002	-0.003
O	8.372	0.385	21.355	-0.002	-0.001	-0.002
O	9.38	2.051	13.481	-0.002	0.004	-0.005
O	3.57	1.394	12.232	0.004	0.005	-0.023
O	15.183	16.718	14.832	0.001	0	-0.004
O	6.879	14.932	14.629	0.002	0.002	-0.003
O	20.934	16.407	22.614	0.001	-0.002	-0.003
O	0.696	-10.455	16.674	0	0.001	-0.004
O	4.854	10.677	17.028	0	-0.001	-0.003
O	5.518	5.9	21.36	0	-0.001	-0.004
O	5.777	13.189	16.501	0.001	0.001	-0.003
O	1.395	20.803	12.443	0.008	0.003	0.002
O	13.533	9.111	18.582	0	-0.002	-0.003
O	9.585	9.808	14.434	0.002	-0.001	-0.002
O	9.856	6.808	12.268	-0.001	0	-0.006
O	6.479	8.298	21.108	0.002	0.003	-0.002
O	12.211	2.074	23.181	-0.001	0	-0.003
O	3.171	-3.697	18.472	-0.001	0	-0.003
O	17.403	-6.067	18.705	0	0	-0.002
O	16.161	15.37	21.172	0	-0.001	-0.004
O	12.275	7.489	11.983	0.001	0.004	0.007
O	-2.214	-0.12	21.978	0	0	-0.004
O	8.744	4.042	14.887	-0.001	0	-0.005
O	-6.169	2.361	19.887	0	0.001	-0.003
O	11.48	0.817	14.729	-0.001	0	-0.005
O	-15.366	10.706	18.211	0.003	0	-0.005
O	13.672	11.161	11.434	0.001	0.002	-0.001
O	-4.145	11.218	16.004	0.002	0	-0.002
O	-1.979	-0.163	16.16	0	0	-0.003
O	4.48	-0.279	18.836	0	0	-0.002
O	-6.008	-0.506	13.889	-0.003	0	-0.002
O	5.771	12.604	13.926	-0.002	-0.003	-0.002
O	8.986	6.254	25.213	0.004	-0.001	0.003
O	-17.859	11.754	18.628	0	0.001	-0.003
O	7.797	4.335	23.711	0.003	0.001	-0.003
O	5.849	7.546	25.357	-0.003	-0.014	0.016
O	-3.784	4.856	12.231	-0.004	-0.014	-0.017
O	-1.922	9.158	23.698	-0.002	0.001	-0.005
O	17.936	-6.663	16.19	0.001	0.002	-0.005
O	8.414	13.471	25.873	-0.002	-0.001	-0.004
O	23.263	6.886	22.953	0	-0.001	-0.004
O	-3.211	4.68	23.997	0	0.001	-0.003
O	13.002	8.661	15.22	0.001	-0.001	-0.004
O	-1.765	3.513	17.047	0.001	0	-0.002

Results
free energy: -248721.781 eV
free energy less fixed offsets of O -568.88, Si -635.61 eV per atom: -6.321 eV

The program warned: the cutoff lies below the one the program advises for these potential files; the exchange-correlation potential is rough where the density is thin.
